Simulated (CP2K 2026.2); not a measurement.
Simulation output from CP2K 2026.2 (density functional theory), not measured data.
Periodic cell of 533 atoms, Si368O165, from a study of silicon, its oxide and their interface. The atomic structure is a simulated model.
Doubt: the forces sum to 1.74 eV/angstrom along one axis rather than to zero, so they err by at least 0.0033 eV/angstrom per atom on average; the grid cutoff is modest.

Settings: functional PBE; method Gaussian and plane waves; basis set DZVP-MOLOPT-SR-GTH; pseudopotentials GTH-PBE; grid cutoff 350 Ry, relative cutoff 50 Ry; k points Gamma only; occupations fixed; spin none; net charge 0.

Cell vectors (angstrom)
a	15.3871	0	0
b	0	15.3871	0
c	-7.2233	1.0287	39.9365

Atoms and the computed forces on them: element, x, y, z (angstrom), force x, y, z (eV/angstrom)
Si	6.858	14.329	28.896	0.094	0.043	0.223
Si	8.364	15.238	31.467	-0.34	0.192	0.725
Si	9.464	9.516	31.907	0.057	0.002	0.248
Si	9.355	12.507	32.695	0.046	-0.066	0.732
Si	-4.676	1.668	31.187	0.1	0.004	0.056
Si	-5.481	4.652	31.747	-0.079	0.13	0.113
Si	-2.012	7.605	30.115	-0.024	0.06	-0.002
Si	-2.172	11.983	32.196	-0.469	-0.013	0.461
Si	1.389	1.098	31.179	0.049	-0.082	0.092
Si	2.374	7.707	29.98	0.077	-0.049	0.077
Si	-1.469	8.946	32.711	0.008	-0.059	0.729
Si	2.016	13.376	31.156	-0.057	-0.04	0.142
Si	4.271	1.924	30.927	-0.059	-0.055	0.254
Si	1.603	5.235	31.101	-0.029	0.06	0.15
Si	3.596	5.806	27.717	-0.064	-0.02	0.122
Si	4.467	11.947	31.649	0.276	0.143	0.563
Si	7.566	16.194	33.657	-0.018	-0.025	-0.024
Si	7.658	4.875	33.914	-0.274	-0.113	0.581
Si	7.416	8.758	34.001	-0.221	-0.04	0.59
Si	7.585	12.481	34.177	-0.02	0.012	0.03
Si	-3.07	1.023	33.809	-0.218	0.045	0.767
Si	-3.17	4.998	33.821	-0.174	-0.126	0.721
Si	-3.478	8.793	33.912	0.41	0.016	0.318
Si	-3.855	12.514	33.759	-0.023	0.038	-0.066
Si	0.042	1.148	33.976	0.098	-0.043	0.745
Si	-0.029	4.935	33.791	0.177	0.105	0.763
Si	0.564	8.85	33.864	-0.497	0.006	0.274
Si	0.419	12.756	33.715	0.008	-0.146	0.748
Si	5.138	0.973	33.723	0.149	0.07	0.638
Si	5.211	4.953	33.806	0.082	-0.011	0.118
Si	4.986	8.749	33.997	-0.04	-0.038	0.044
Si	5.206	12.493	33.834	-0.043	0.006	0.067
Si	8.096	2.812	34.993	0.037	0.016	-0.051
Si	8.057	6.809	35.203	-0.017	-0.033	-0.048
Si	8.003	10.57	35.411	0.041	-0.076	0.024
Si	8.036	14.5	35.253	0.058	-0.025	0.059
Si	-3.413	2.992	35.075	-0.001	-0.001	-0.025
Si	-3.45	6.86	35.209	0.012	-0.071	0.017
Si	-3.522	10.706	35.242	0.031	-0.015	-0.004
Si	-3.425	14.449	35.069	-0.025	0.015	0
Si	0.362	3.083	35.2	0.009	0.025	-0.023
Si	0.43	6.861	35.096	0.024	-0.026	0.034
Si	0.481	10.81	35.115	0.036	0.023	-0.019
Si	0.435	14.567	35.179	0.027	0.026	-0.026
Si	4.493	2.956	34.951	-0.063	0.024	-0.093
Si	4.464	6.777	35.147	-0.059	0.073	-0.058
Si	4.479	10.691	35.228	-0.001	-0.02	0.009
Si	4.476	14.468	35.008	-0.101	-0.035	-0.107
Si	6.261	2.907	36.51	-0.005	-0.006	-0.021
Si	6.233	6.795	36.674	-0.039	-0.027	-0.003
Si	6.175	10.634	36.814	0.014	0.03	-0.007
Si	6.177	14.51	36.646	0.047	-0.016	-0.036
Si	-5.364	2.921	36.39	0.013	0.024	0.003
Si	-5.381	6.811	36.522	0.046	-0.015	0.031
Si	-5.385	10.628	36.625	0.005	-0.018	0.045
Si	-5.335	14.51	36.47	0.035	0.026	0.019
Si	-1.546	3.022	36.55	-0.001	-0.004	0.044
Si	-1.48	6.891	36.513	0.02	0.004	0.017
Si	-1.487	10.734	36.474	0.019	-0.02	0.014
Si	-1.515	14.478	36.499	0	0.045	0.026
Si	2.462	2.999	36.313	-0.001	-0.003	0.006
Si	2.422	6.781	36.385	-0.024	0.002	0.012
Si	2.438	10.735	36.439	-0.044	0.003	0.018
Si	2.472	14.516	36.365	-0.012	0.011	0.027
Si	6.194	1.053	37.94	0.011	0.029	0.024
Si	6.241	4.823	37.911	0.031	0.004	-0.003
Si	6.196	8.684	38.055	0.009	-0.007	0.031
Si	6.207	12.614	38.025	0.002	-0.003	0.013
Si	-5.331	1.045	37.833	0.012	-0.001	-0.021
Si	-5.368	4.843	37.813	-0.024	-0.009	-0.014
Si	-5.348	8.697	37.938	0.003	0.013	0.01
Si	-5.356	12.607	37.89	-0.031	0.007	-0.037
Si	-1.513	1.048	37.84	0.013	-0.001	-0.001
Si	-1.502	4.949	37.876	-0.019	0.003	-0.017
Si	-1.476	8.806	37.856	0.02	0	-0.004
Si	-1.486	12.602	37.895	0.002	-0.008	-0.017
Si	2.426	1.074	37.727	-0.007	-0.016	-0.009
Si	2.419	4.874	37.774	-0.007	-0.007	-0.012
Si	2.4	8.744	37.758	0.011	-0.015	-0.015
Si	2.42	12.636	37.822	-0.003	-0.002	-0.008
Si	8.152	1.042	39.239	0.013	-0.003	0.025
Si	8.157	4.858	39.256	0.01	-0.015	0.013
Si	8.152	8.715	39.334	-0.015	0	0.003
Si	8.156	12.609	39.311	0.003	0.002	0.014
Si	-3.42	1.05	39.219	-0.007	0.009	0.007
Si	-3.44	4.902	39.205	-0.011	0.002	-0.006
Si	-3.395	8.745	39.241	-0.007	-0.002	0.01
Si	-3.42	12.593	39.239	-0.011	-0.01	-0.002
Si	0.477	1.051	39.124	-0.015	0.008	-0.017
Si	0.477	4.892	39.16	0.016	0.004	-0.002
Si	0.482	8.758	39.166	-0.007	-0.008	-0.019
Si	0.479	12.608	39.19	0.019	0.001	-0.004
Si	4.251	1.068	39.236	0.014	0.005	0.009
Si	4.286	4.87	39.219	-0.019	-0.018	0.021
Si	4.223	8.717	39.279	0.017	0.003	-0.007
Si	4.257	12.608	39.297	0	0.007	0
Si	-0.003	1.928	11.498	0.002	-0.01	-0.017
Si	0.022	5.77	11.503	-0.001	0.002	-0.019
Si	-0.017	9.602	11.515	0.016	0.002	-0.003
Si	0.005	13.454	11.487	0.004	-0.006	-0.016
Si	3.837	1.975	11.53	-0.01	0.001	-0.011
Si	3.824	5.789	11.566	-0.016	0.017	-0.014
Si	3.818	9.633	11.506	-0.002	0.015	-0.024
Si	3.801	13.511	11.532	-0.01	-0.007	-0.006
Si	7.696	1.933	11.627	-0.006	-0.002	-0.002
Si	7.679	5.784	11.624	0.016	-0.004	0.007
Si	7.684	9.659	11.604	-0.004	-0.01	-0.011
Si	7.671	13.51	11.621	-0.01	-0.014	0.004
Si	11.478	1.927	11.564	0.013	0.021	0.003
Si	11.452	5.777	11.547	0.006	0.01	-0.013
Si	11.48	9.632	11.572	-0.013	-0.02	0
Si	11.44	13.476	11.536	0.011	-0.006	-0.004
Si	-1.935	1.83	12.829	0.008	0.017	0.002
Si	-1.943	5.7	12.759	-0.007	0.005	-0.047
Si	-1.946	9.613	12.864	0.001	-0.013	0.01
Si	-1.96	13.441	12.753	0.031	-0.007	-0.041
Si	1.914	2.007	12.866	0.008	0.014	0.008
Si	1.91	5.795	12.943	-0.006	0.006	-0.02
Si	1.912	9.546	12.868	-0.017	-0.015	-0.016
Si	1.891	13.451	12.904	-0.004	0.012	0.023
Si	5.733	1.966	12.933	0.017	-0.024	0.006
Si	5.73	5.801	12.952	0.009	0.012	0.02
Si	5.711	9.729	12.884	0.006	-0.003	0.011
Si	5.698	13.581	12.92	-0.006	0.013	-0.023
Si	9.612	1.955	13.034	-0.004	-0.014	0.019
Si	9.589	5.805	13.033	0.004	-0.02	0.003
Si	9.594	9.632	13.017	-0.002	0.012	-0.001
Si	9.586	13.494	13.025	-0.01	0.011	0.048
Si	-1.936	15.267	14.175	0.001	-0.006	0.01
Si	-1.913	3.774	14.093	0.043	0	-0.019
Si	-1.944	7.596	14.082	-0.01	-0.013	0.016
Si	-1.956	11.599	14.155	-0.025	-0.013	0.038
Si	1.871	15.462	14.159	-0.037	-0.039	-0.025
Si	1.923	3.891	14.317	0.011	0.004	-0.002
Si	1.938	7.691	14.35	0	0.02	0.005
Si	1.917	11.442	14.197	0.008	0.021	0.009
Si	5.67	15.476	14.349	0.024	0.011	0.001
Si	5.758	3.859	14.327	0.021	0.004	0.02
Si	5.723	7.807	14.205	-0.004	0.015	0.008
Si	5.658	11.674	14.25	-0.002	-0.001	0.005
Si	9.649	15.419	14.43	-0.004	-0.004	-0.031
Si	9.62	3.889	14.434	-0.001	-0.006	-0.007
Si	9.572	7.73	14.442	0	0.003	0
Si	9.569	11.554	14.404	0.003	0.017	-0.02
Si	-0.025	15.363	15.521	0.026	-0.007	-0.062
Si	-0.081	3.758	15.557	0.004	0.063	0.039
Si	-0.096	7.582	15.533	0.022	-0.054	0.064
Si	-0.022	11.529	15.483	-0.028	-0.023	-0.016
Si	3.654	15.454	15.656	0.051	-0.052	0.003
Si	3.837	3.898	15.723	-0.057	0.003	0
Si	3.909	7.785	15.704	-0.036	0.002	0.064
Si	3.758	11.559	15.674	-0.007	0.011	-0.04
Si	7.632	15.573	15.681	0.037	0.01	0.015
Si	7.641	4.042	15.775	0.061	0.007	0.044
Si	7.527	7.899	15.704	0.028	0.048	0.05
Si	7.539	11.679	15.654	0.052	0.043	-0.011
Si	11.686	15.269	15.728	-0.011	0.04	0.064
Si	11.696	3.732	15.605	-0.056	-0.003	0.059
Si	11.65	7.581	15.595	-0.052	-0.065	0.07
Si	11.599	11.533	15.649	-0.032	0.03	0.06
Si	-0.554	1.835	16.878	-0.051	-0.012	-0.053
Si	-0.63	5.657	16.842	-0.212	0.01	-0.667
Si	-0.674	9.558	16.629	-0.314	0.128	-0.676
Si	0.641	13.442	16.713	0.032	0.007	0.029
Si	3.336	1.969	17.04	0.01	0.015	-0.016
Si	4.522	5.85	16.934	0.284	0.077	-0.68
Si	4.363	9.709	17.061	0	-0.003	0.022
Si	3.029	13.485	16.842	-0.191	-0.008	-0.497
Si	4.931	1.768	18.701	-0.38	0.02	-0.533
Si	6.998	6.02	16.994	-0.042	0.002	-0.041
Si	6.831	9.86	16.958	-0.225	-0.192	-0.584
Si	7.373	13.648	16.962	0.249	-0.011	-0.813
Si	-3.05	1.821	16.908	0.245	0.001	-0.671
Si	12.338	5.621	16.809	0.196	0.185	-0.692
Si	12.303	9.554	16.667	0.075	0.008	-0.1
Si	-0.605	13.189	18.628	0.467	0.042	-0.595
Si	-0.712	1.358	22.927	0.022	0.088	-0.142
Si	0.672	4.778	19.624	-0.076	0.014	-0.272
Si	0.381	10.295	19.423	-0.027	0.054	-0.165
Si	11.878	13.329	17.177	-0.163	0.113	-0.941
Si	1.296	1.914	18.384	-0.106	-0.065	-0.696
Si	3.307	6.396	19.82	0.031	0.002	-0.192
Si	3.404	9.565	19.3	0.264	-0.038	-0.701
Si	4.985	14.031	18.848	-0.109	0.053	-0.086
Si	7.652	2.111	17.1	-0.058	-0.012	-0.8
Si	7.948	6.533	19.128	-0.194	0.087	-0.631
Si	11.454	9.276	18.767	0.271	0.156	-0.525
Si	4.822	10.371	21.947	-0.094	0.038	-0.082
Si	10.134	1.615	19.032	0.05	-0.1	-0.157
Si	11.17	2.717	21.488	-0.019	0.011	-0.001
Si	8.529	9.674	19.514	-0.004	-0.042	-0.095
Si	9.558	13.914	19.237	0.09	0.059	-0.14
Si	6.544	8.925	27.736	-0.144	0.007	0.004
Si	5.896	5.63	21.359	-0.121	0.014	-0.151
Si	1.608	14.931	27.413	-0.048	-0.036	-0.034
Si	10.665	3.103	24.347	0.119	-0.02	-0.127
Si	8.189	1.546	24.892	-0.09	-0.035	-0.032
Si	9.279	11.798	21.575	0.052	-0.099	-0.116
Si	5.868	7.823	23.372	-0.044	-0.01	0.022
Si	-1.821	9.277	21.056	-0.094	-0.094	-0.178
Si	5.408	13.246	21.708	-0.064	0.043	-0.072
Si	-1.729	8.369	25.975	-0.025	0.117	-0.027
Si	1.052	8.713	25.124	0.036	0.051	0.006
Si	-3.21	1.633	28.418	-0.049	-0.083	0.128
Si	-4.06	4.211	26.989	0.12	0.1	0.115
Si	1.12	4.156	28.27	0.025	0.153	0.101
Si	9.29	5.69	28.801	-0.01	0.072	0.219
Si	6.188	6.065	29.033	0.045	0.013	0.099
Si	10.918	6.179	19.384	0.104	-0.001	-0.153
Si	2.769	11.156	24.154	0.037	0.114	0.07
Si	-3.9	14.081	27.352	0.127	0.086	-0.014
Si	3.451	3.457	24.084	0.027	0.04	-0.023
Si	5.384	1.728	25.549	-0.051	-0.033	0.006
Si	4.935	2.825	21.533	-0.012	0	-0.084
Si	-3.422	10.955	22.921	-0.047	-0.015	-0.1
Si	2.465	13.895	22.681	-0.141	-0.08	0.106
Si	3.249	6.576	24.731	-0.024	-0.126	-0.033
Si	8.729	12.054	24.583	-0.069	0.034	-0.017
Si	-1.412	5.837	27.827	-0.055	0	0.1
Si	-4.308	8.301	24.305	0.106	0.077	-0.06
Si	8.192	8.954	25.261	0.059	0.104	-0.049
Si	4.771	4.879	31.516	0.121	0.172	0.654
Si	-3.067	6.578	22.052	0.078	0.101	-0.059
Si	-3.574	15.965	23.35	-0.035	0.024	-0.011
Si	-0.122	1.546	28.658	0.001	-0.02	0.086
Si	-2.341	12.165	29.102	0.136	-0.758	-0.051
Si	6.21	15.846	23.045	-0.055	-0.003	0.03
Si	0.584	12.434	28.559	0.058	0.096	0.142
Si	-2.501	9.94	28.347	-0.024	0.585	0.264
Si	6.154	11.54	29.025	-0.166	-0.056	0.076
Si	-3.804	13.232	24.571	0.054	0.031	0.033
Si	1.787	0.87	24.551	0.043	0.001	-0.053
Si	4.39	15.836	28.28	-0.021	-0.009	-0.03
Si	8.582	14.397	26.423	-0.136	-0.076	-0.019
Si	-1.573	4.046	21.805	0.048	0.018	-0.108
Si	-4.791	8.302	29.359	0.17	0.067	0.083
Si	0.591	15.2	20.557	0.139	-0.032	-0.089
Si	4.318	10.697	26.876	0.012	0.008	-0.119
Si	3.411	9.133	32.323	0.471	-0.133	0.469
Si	1.578	9.688	27.956	0.028	-0.011	-0.026
Si	-0.013	13.505	0.703	-0.011	-0.002	0.017
Si	-0.01	1.92	0.681	-0.027	0.002	0.018
Si	-0.014	5.746	0.703	-0.027	0.008	0.017
Si	-0.014	9.637	0.708	-0.012	0.004	0.009
Si	3.81	13.491	0.657	0.005	0.009	-0.001
Si	3.813	1.949	0.638	0.011	-0.012	-0.001
Si	3.81	5.784	0.652	0.005	0.006	-0.004
Si	3.81	9.64	0.664	0.006	-0.004	-0.003
Si	7.688	13.508	0.608	-0.012	-0.009	-0.011
Si	7.683	1.936	0.59	-0.014	0.005	-0.007
Si	7.69	5.792	0.597	-0.008	-0.01	-0.006
Si	7.696	9.645	0.617	-0.004	0.008	-0.006
Si	11.483	13.513	0.682	0.032	-0.004	0.016
Si	11.487	1.944	0.669	0.02	0.005	0.017
Si	11.484	5.755	0.668	0.019	0.01	0.009
Si	11.48	9.63	0.682	0.024	0.004	0.007
Si	1.91	13.491	2.051	-0.008	0.004	0.009
Si	1.912	1.937	2.036	-0.006	-0.001	0.003
Si	1.91	5.779	2.048	-0.003	0.007	0.01
Si	1.908	9.635	2.056	0	0.003	0.012
Si	5.759	13.493	1.98	-0.003	0.006	-0.011
Si	5.759	1.942	1.971	-0.002	-0.003	-0.008
Si	5.762	5.781	1.973	-0.003	-0.021	-0.014
Si	5.762	9.638	1.983	-0.003	-0.005	-0.012
Si	9.568	13.498	2.032	0.009	0.003	0.006
Si	9.566	1.941	2.015	0.016	0.008	0
Si	9.569	5.775	2.023	0.008	-0.019	0.001
Si	9.572	9.639	2.039	0.006	-0.003	0.002
Si	13.424	13.495	2.029	0.003	0.014	-0.002
Si	13.429	1.935	2.016	-0.002	-0.007	-0.003
Si	13.421	5.771	2.023	0.004	0.006	-0.003
Si	13.421	9.632	2.029	-0.001	-0.002	0.001
Si	1.908	15.411	3.407	0.017	-0.003	0.007
Si	1.908	3.856	3.401	0.01	0	0.001
Si	1.903	7.705	3.404	-0.009	0.003	0.003
Si	1.904	11.562	3.406	0.003	0.001	0
Si	5.751	15.412	3.35	0.001	-0.005	0.001
Si	5.757	3.862	3.346	0.02	0.003	0.002
Si	5.754	7.707	3.344	0.005	-0.001	-0.008
Si	5.755	11.564	3.348	0.014	0.002	-0.005
Si	9.576	15.415	3.39	-0.014	-0.002	0.003
Si	9.571	3.857	3.384	-0.026	-0.005	0.004
Si	9.579	7.704	3.382	0.003	0.008	-0.005
Si	9.576	11.567	3.388	-0.005	0.003	0.001
Si	13.428	15.41	3.393	-0.003	0.005	-0.004
Si	13.426	3.854	3.386	-0.009	0.002	-0.007
Si	13.427	7.702	3.382	0.004	0.001	0
Si	13.424	11.561	3.383	-0.004	0.001	-0.004
Si	-0.033	15.407	4.75	-0.011	0.002	-0.006
Si	-0.034	3.86	4.744	-0.006	0.008	-0.007
Si	-0.036	7.706	4.746	0	0.002	0.001
Si	-0.037	11.557	4.747	-0.001	-0.002	-0.001
Si	3.846	15.407	4.741	0.005	0.006	0.003
Si	3.847	3.862	4.735	0	-0.007	-0.001
Si	3.846	7.707	4.735	-0.001	-0.002	-0.001
Si	3.846	11.56	4.737	0.001	0.004	-0.002
Si	7.652	15.41	4.741	0.001	0.006	0
Si	7.654	3.863	4.741	0.007	-0.005	0.004
Si	7.656	7.708	4.736	0.008	-0.012	-0.002
Si	7.654	11.562	4.742	0.003	0.003	0
Si	11.503	15.407	4.75	0.008	0	0
Si	11.5	3.857	4.744	-0.002	-0.001	-0.003
Si	11.502	7.705	4.745	-0.007	-0.001	0
Si	11.503	11.559	4.748	0	0.003	0
Si	-0.039	13.48	6.108	0.01	0.014	0.002
Si	-0.038	1.942	6.11	0.01	0.005	0.005
Si	-0.036	5.783	6.106	0	0.005	0.004
Si	-0.037	9.63	6.107	-0.005	0.005	0.005
Si	3.845	13.482	6.101	0.004	-0.003	0
Si	3.847	1.943	6.102	0.009	-0.007	0.002
Si	3.845	5.785	6.101	0.01	-0.006	0.004
Si	3.846	9.632	6.097	0.008	0	-0.004
Si	7.655	13.485	6.102	-0.003	-0.002	0
Si	7.652	1.943	6.103	-0.005	-0.001	0.003
Si	7.664	5.788	6.1	-0.012	-0.01	-0.004
Si	7.655	9.633	6.098	-0.005	-0.001	-0.007
Si	11.506	13.481	6.11	-0.012	0.008	0.003
Si	11.503	1.94	6.114	-0.011	0.004	0.004
Si	11.498	5.782	6.107	0.002	0.001	-0.001
Si	11.499	9.63	6.107	0.003	0.003	-0.003
Si	1.906	13.479	7.438	0.001	-0.002	-0.003
Si	1.909	1.944	7.436	0.008	0.001	-0.006
Si	1.906	5.785	7.442	-0.01	-0.005	0.004
Si	1.91	9.627	7.439	0.006	0.006	0
Si	5.753	13.487	7.489	0.005	0.002	0.004
Si	5.753	1.946	7.491	0.005	0.005	0
Si	5.761	5.787	7.479	0.024	0.007	0.004
Si	5.754	9.637	7.487	0.008	-0.005	0.003
Si	9.576	13.481	7.462	0.002	0.005	-0.005
Si	9.571	1.943	7.462	-0.012	-0.006	-0.006
Si	9.577	5.786	7.475	-0.008	-0.003	-0.006
Si	9.57	9.631	7.466	-0.011	0.006	-0.001
Si	13.425	13.477	7.479	0.002	-0.008	0.001
Si	13.425	1.937	7.479	-0.004	0.009	0.005
Si	13.421	5.781	7.467	-0.008	-0.003	-0.007
Si	13.422	9.628	7.471	-0.004	-0.007	0.004
Si	1.912	15.408	8.786	0.003	0.007	-0.009
Si	1.913	3.861	8.798	0.002	-0.016	-0.008
Si	1.911	7.706	8.802	0.006	0.007	-0.004
Si	1.908	11.552	8.791	0.006	0.017	-0.008
Si	5.757	15.411	8.856	-0.003	-0.006	0.008
Si	5.77	3.872	8.854	-0.008	-0.01	0.001
Si	5.767	7.707	8.847	-0.006	-0.017	0.003
Si	5.758	11.564	8.854	0	-0.009	0.009
Si	9.565	15.407	8.817	0.001	0.002	-0.006
Si	9.567	3.856	8.832	0.003	-0.011	0
Si	9.568	7.713	8.838	0.006	-0.007	0.008
Si	9.565	11.558	8.823	-0.003	0.002	-0.002
Si	13.422	15.399	8.844	-0.001	0.013	0.02
Si	13.417	3.865	8.837	0.003	0.021	0.007
Si	13.416	7.7	8.832	-0.002	0.006	-0.003
Si	13.418	11.548	8.839	0.002	0.004	0.005
Si	0.003	15.39	10.149	0.012	0.012	-0.008
Si	-0.011	3.852	10.148	-0.003	0	-0.007
Si	-0.018	7.693	10.151	-0.024	0.002	-0.012
Si	-0.008	11.526	10.151	-0.017	0.012	-0.012
Si	3.81	15.43	10.177	0.007	-0.008	-0.002
Si	3.827	3.887	10.176	0.018	0	-0.004
Si	3.83	7.699	10.177	0.022	-0.001	-0.001
Si	3.811	11.574	10.177	-0.005	0.003	-0.004
Si	7.682	15.415	10.231	-0.015	0.002	0.003
Si	7.682	3.861	10.249	-0.014	-0.01	0.001
Si	7.674	7.715	10.247	-0.024	0.007	0.002
Si	7.679	11.58	10.237	-0.012	-0.004	0.002
Si	11.467	15.404	10.185	0.014	-0.003	-0.002
Si	11.477	3.85	10.195	0.014	0.006	-0.003
Si	11.484	7.709	10.2	0.019	0.011	-0.002
Si	11.472	11.545	10.19	0.026	0.016	-0.006
O	9.476	11.133	31.82	-0.046	0.158	-0.555
O	1.318	6.795	30.794	-0.493	0.16	0.048
O	5.316	9.41	26.76	0.032	-0.322	-0.206
O	-3.498	15.533	27.898	0.006	-0.151	-0.26
O	-3.92	0.958	32.423	-0.038	-0.411	0.002
O	-3.682	1.844	29.946	0.149	0.246	0.069
O	-4.723	8.933	32.825	-0.044	-0.045	-0.046
O	-1.485	1.045	33.387	-0.067	-0.177	-0.592
O	3.207	5.126	31.202	0.007	0.096	-0.072
O	-4.185	5.214	32.551	0.149	0.15	-0.438
O	-0.901	12.828	32.755	-0.017	0.246	0.108
O	1.667	12.886	32.666	0.546	-0.028	0.233
O	4.621	0.915	32.15	-0.121	-0.393	-0.378
O	-1.424	7.747	31.6	0.032	-0.57	0.158
O	1.943	8.84	32.961	-0.036	-0.145	-0.149
O	3.606	13.157	30.996	0.301	0.544	-0.248
O	-0.035	5.543	18.377	0.032	0.087	0.363
O	1.277	3.344	19.17	0.215	0.053	0.161
O	-0.016	9.444	18.116	-0.007	-0.436	0.346
O	6.871	5.869	20.113	-0.1	-0.087	0.082
O	3.872	5.793	18.436	-0.22	-0.437	0.136
O	3.872	13.628	21.971	0.104	0.289	-0.287
O	7.608	14.915	27.596	-0.129	0.349	-0.055
O	3.495	13.515	18.446	-0.318	-0.104	0.589
O	6.428	2.159	18.183	0.073	0.339	0.34
O	9.058	2.077	17.927	0.269	0.312	-0.108
O	-3.153	7.945	25.362	0.001	-0.611	0.354
O	7.401	10.179	18.476	-0.082	0.382	0.224
O	5.836	13.684	17.516	-0.42	-0.051	-0.343
O	8.263	13.698	18.311	-0.188	0.103	0.233
O	-1.987	15.81	23.21	0.321	-0.416	0.173
O	3.677	3.121	22.508	-0.384	0.161	-0.172
O	10.805	13.329	18.398	-0.125	-0.388	0.179
O	-2.092	13.171	17.97	0.102	0.095	0.117
O	-3.553	12.963	28.433	-0.368	-0.107	0.262
O	5.295	14.534	28.556	-0.376	-0.5	-0.165
O	7.682	5.508	28.772	0.066	-0.184	-0.005
O	4.766	3.125	24.985	0.385	0.412	0.043
O	2.198	12.624	23.687	-0.259	0.052	0.408
O	10.831	11.41	21.854	0.211	0.165	-0.084
O	9.466	16.155	30.724	0.094	0.244	-0.702
O	9.787	15.493	19.516	0.022	-0.058	0.545
O	-2.548	12.418	30.693	-0.489	0.244	-0.008
O	1.697	14.927	30.941	-0.181	-0.09	-0.169
O	3.056	10.267	27.764	0.137	0.202	0.418
O	-2.778	3.295	21.004	0.1	-0.235	-0.591
O	5.541	11.506	30.525	0.25	-0.331	0.068
O	-4.097	7.229	23.109	-0.416	-0.099	0.102
O	5.283	15.968	24.385	-0.52	-0.492	0.071
O	1.234	8.702	26.736	-0.033	-0.253	0.041
O	8.477	10.535	20.896	-0.533	-0.061	0.216
O	4.755	1.452	29.478	0.439	0.118	-0.369
O	5.083	5.299	28.115	0.122	-0.497	-0.216
O	6.875	10.123	28.773	0.305	0.003	0.427
O	11.12	7.721	19.014	-0.149	-0.056	-0.096
O	0.243	1.033	24.165	-0.275	0.091	0.358
O	1.461	0.666	19.455	0.112	-0.133	0.168
O	6.422	6.527	22.585	0.528	-0.106	0.248
O	0.886	2.597	27.958	0.359	-0.136	-0.448
O	-0.416	4.526	20.788	-0.159	0.281	0.273
O	4.519	2.703	19.972	-0.435	0.536	0.001
O	-4.119	9.828	23.837	-0.407	0.26	0.127
O	7.966	13.206	25.471	-0.59	0.138	-0.217
O	6.949	1.987	25.827	0.199	0.266	0.456
O	-4.059	9.399	28.411	-0.354	0.16	-0.343
O	8.283	10.563	25.03	0.025	0.083	0.31
O	8.511	5.004	32.498	-0.215	0.322	-0.317
O	-2.124	10.297	22.253	0.333	0.372	0.239
O	8.974	15.691	25.548	0.446	0.177	-0.177
O	7.207	12.755	28.991	0.606	-0.147	0.001
O	2.845	15.392	28.339	-0.1	0.028	0.442
O	2.357	2.383	24.611	-0.13	0.142	0.362
O	9.305	13.09	20.598	-0.166	0.229	0.302
O	-0.075	4.982	27.571	0.003	0.003	-0.573
O	-0.551	8.572	24.866	-0.273	0.221	-0.413
O	11.625	1.693	18.389	0.299	-0.288	0.444
O	5.644	9.054	22.351	0.16	-0.093	-0.163
O	9.588	8.211	24.909	-0.029	-0.344	0.013
O	-1.02	2.952	22.873	0.101	0.317	0.513
O	9.37	5.758	19.23	-0.15	-0.464	-0.098
O	10.011	10.009	18.926	-0.04	0.349	-0.238
O	4.37	6.056	20.991	-0.226	0.079	0.359
O	10.122	2.678	20.26	-0.459	0.301	0.056
O	-1.636	1.955	28.366	0.133	0.103	-0.096
O	1.06	4.364	29.868	-0.123	-0.37	0.141
O	3.085	6.88	28.802	0.124	0.339	-0.311
O	-2.82	9.716	19.856	0.084	0.578	0.146
O	3.458	10.695	31.886	-0.304	0.093	-0.258
O	-1.619	8.946	29.293	0.474	0.342	-0.052
O	7.67	1.029	23.442	0.293	0.036	-0.29
O	-4.206	14.52	23.672	-0.335	0.081	-0.205
O	6.309	14.326	22.506	0.405	-0.123	0.115
O	10.291	12.321	24.89	0.125	-0.115	0.121
O	4.977	15.606	19.179	0.129	0.02	0.491
O	5.729	5.818	30.582	0.417	0.415	0.272
O	4.66	1.189	26.872	-0.363	0.291	-0.068
O	2.525	15.305	23.472	0.126	0.248	-0.249
O	-2.139	5.357	22.59	0.287	0.102	0.632
O	-3.628	7.529	30.184	-0.253	-0.356	0.504
O	5.641	13.29	20.112	0.453	-0.422	0.05
O	3.532	8.239	30.973	0.639	-0.226	-0.431
O	-0.537	14.372	19.739	-0.496	0.097	0.077
O	0.136	1.508	30.253	-0.385	0.186	0.315
O	9.977	4.818	27.633	-0.509	-0.205	-0.45
O	9.598	9.005	30.399	-0.334	-0.059	-0.39
O	5.044	3.316	31.171	0.451	-0.296	0.061
O	1.883	5.71	20.162	0.008	0.275	0.344
O	1.404	14.123	21.465	0.086	-0.164	-0.076
O	8.062	8.964	32.502	-0.369	-0.171	-0.329
O	1.429	13.324	27.5	0.316	-0.191	-0.375
O	11.411	5.932	20.885	0	-0.514	0.213
O	11.812	5.337	18.346	0.099	-0.353	0.366
O	6.998	8.292	24.407	-0.066	0	-0.02
O	-0.959	12.886	28.647	-0.102	0.358	-0.406
O	-0.26	11.779	19.363	-0.042	0.063	0.63
O	-1.604	4.96	33.304	0.089	0.021	-0.532
O	-4.143	4.212	25.366	0.001	0.55	-0.214
O	-1.698	10.427	32.033	0.173	-0.158	-0.314
O	3.144	7.999	19.671	-0.259	-0.023	0.053
O	7.835	8.66	26.81	0.277	-0.414	0.087
O	4.414	10.226	20.385	0.505	0.258	-0.07
O	-3.972	2.674	27.467	-0.159	-0.226	-0.341
O	3.063	5.032	24.218	-0.295	0.068	-0.272
O	7.217	15.012	30.329	-0.371	0.137	-0.007
O	10.718	3.581	22.792	-0.019	0.523	0.04
O	-3.143	13.761	25.947	0.39	-0.12	0.068
O	0.9	4.776	32.464	-0.019	-0.391	-0.318
O	1.991	10.359	19.486	0.018	0.252	0.009
O	9.727	7.226	28.537	-0.441	0.265	-0.477
O	0.548	10.915	28.031	-0.217	-0.26	-0.119
O	1.229	12.512	30.042	0.001	-0.562	0.026
O	-0.074	0.928	21.509	0.047	0.275	-0.114
O	3.629	6.527	26.292	0.122	0.197	0.069
O	-1.955	9.739	26.823	0.285	0.568	-0.427
O	1.565	10.144	24.552	-0.527	0.018	-0.23
O	-1.301	7.156	26.931	0.4	0.076	0.157
O	1.058	1.301	32.728	0.421	0.086	-0.018
O	-0.268	9.483	20.661	0.381	-0.168	0.377
O	1.894	15.463	25.938	0.106	-0.198	0.108
O	9.129	13.822	31.752	0.209	-0.087	-0.108
O	5.617	1.415	21.897	0.052	-0.17	-0.557
O	9.911	13.908	27.154	-0.181	-0.298	0.175
O	1.888	7.452	24.521	-0.189	-0.029	-0.144
O	-2.847	12.228	23.746	0.691	0.19	-0.102
O	-3.899	1.702	24.478	0.085	-0.082	0.371
O	4.454	7.381	24.019	-0.093	0.057	0.253
O	2.657	2.05	30.86	-0.246	0.567	-0.099
O	5.1	11.779	27.797	-0.177	0.479	-0.184
O	3.514	10.492	22.887	-0.237	-0.121	-0.203
O	-2.753	5.023	27.462	0.025	-0.035	-0.055
O	6.16	7.63	28.617	-0.014	0.289	0.205
O	9.842	5.24	30.256	0.085	-0.094	-0.008
O	8.542	12.181	22.972	-0.422	0.309	-0.119
O	11.26	1.159	21.948	-0.398	-0.35	-0.174
O	-5.29	3.059	31.698	-0.425	-0.344	0.261
O	8.245	8.074	19.64	-0.026	0.015	0.237
O	2.563	4.564	27.676	0.236	-0.436	-0.155
O	-1.455	6.278	29.389	0.099	-0.326	0.155
O	5.96	4.061	21.733	0.661	-0.075	0.1
O	1.515	8.911	29.358	-0.319	0.068	0.366
O	3.81	11.25	25.428	0.17	0.309	-0.014
O	-2.093	7.741	21.472	0.466	-0.298	-0.142
O	0.221	15.511	27.996	-0.316	-0.358	-0.02
O	9.131	2.826	24.74	-0.375	0.504	-0.034
O	5.697	11.723	22.168	0.53	-0.056	0.254

Results
total energy: -111713.248 eV
total energy less fixed offsets of O -438.35, Si -107.03 eV per atom: 1.542 eV
